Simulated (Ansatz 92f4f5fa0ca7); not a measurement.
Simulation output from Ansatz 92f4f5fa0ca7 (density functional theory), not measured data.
Periodic cell of 220 atoms, Si132O88, from a study of silicon, its oxide and their interface. The atomic structure is a simulated model.

Settings: functional r2SCAN; potential files Ansatz PAW; basis plane waves; wave-function cutoff 800 eV; density cutoff ratio 5; exchange-correlation grid ratio 1; k mesh 1 x 1 x 1, shifted by 0.5 0.5 0 of a step; self-consistency stop 1e-10 eV per atom in the density residual; occupations fixed; spin none; net charge 0.

Cell vectors (angstrom)
a, 10.887, 0, 0
b, 0, 10.887, 0
c, 0, 0, 31.9615

Atoms: element, x, y, z (angstrom)
Si, 0.0676, 0.3426, -5.8644
Si, 3.6442, 3.3345, 1.2436
Si, -0.0324, 8.1069, 2.7492
Si, 6.9364, 4.5433, -5.0051
Si, 12.5519, -3.1847, -0.6291
Si, 7.337, -0.8799, -2.8178
Si, 6.6191, 7.6681, -0.8239
Si, 9.4203, 12.2271, -2.052
Si, 1.7755, 1.6544, 1.5315
Si, 5.3908, 2.5073, -0.3233
Si, 3.7784, 8.8926, -0.5043
Si, 4.4892, 10.0215, 1.5006
Si, 6.1793, 0.985, 1.4104
Si, 10.1101, 4.6552, 1.5516
Si, 7.4096, 7.5387, 1.3904
Si, 7.9936, 10.9678, 2.7537
Si, 0.1294, 2.8334, 2.7605
Si, 2.8241, 0.0572, 2.873
Si, 0.9563, 6.4338, 1.3489
Si, 2.7443, 5.3198, 2.4798
Si, 5.2511, 2.6001, 2.8615
Si, 9.1253, -1.6069, 1.6388
Si, 5.5844, 8.3187, 2.7193
Si, 8.23, 5.6163, 2.6137
Si, 1.4824, 4.1272, 4.1391
Si, 4.0529, 1.3407, 4.3793
Si, 1.3691, 9.5046, 4.0174
Si, 4.1287, 6.7844, 3.851
Si, 6.7873, 4.1226, 3.894
Si, 9.5132, 1.4348, 3.9742
Si, 6.7957, 9.6049, 4.2454
Si, 9.5167, 6.8253, 4.1923
Si, -0.0236, 0.0061, 5.3512
Si, 2.7039, 2.7668, 5.5974
Si, 0.0375, 5.4442, 5.4757
Si, 2.7426, 8.1086, 5.3248
Si, 5.4532, -0.007, 5.6349
Si, 8.1547, 2.7887, 5.3413
Si, 5.4483, 5.4579, 5.3216
Si, 8.175, 8.2085, 5.5306
Si, 1.3017, 1.3275, 6.8059
Si, 4.1364, 4.139, 6.8278
Si, 1.4, 6.8205, 6.8001
Si, 4.0297, 9.4495, 6.8036
Si, 6.8525, 1.4368, 6.8222
Si, 9.528, 4.0645, 6.7745
Si, 6.7789, 6.7831, 6.7727
Si, 9.557, 9.5777, 6.8333
Si, -0.0464, 2.6749, 8.161
Si, 2.696, -0.0327, 8.1469
Si, 0.0294, 8.1799, 8.1691
Si, 2.7419, 5.463, 8.1871
Si, 5.4526, 2.734, 8.1941
Si, 8.2002, 0.0728, 8.1852
Si, 5.3908, 8.1046, 8.1423
Si, 8.1549, 5.4136, 8.1277
Si, 1.3769, 4.0071, 9.4677
Si, 4.0581, 1.3311, 9.5204
Si, 1.3733, 9.535, 9.5528
Si, 4.085, 6.7886, 9.5939
Si, 6.8246, 4.0608, 9.541
Si, 9.5369, 1.3863, 9.6326
Si, 6.7356, 9.5614, 9.393
Si, 9.5327, 6.7653, 9.4817
Si, 0.0785, 0.0294, 10.9482
Si, 2.7057, 2.6768, 10.9153
Si, 0.003, 5.3174, 10.8255
Si, 2.7165, 8.1872, 10.9235
Si, 5.4176, -0.0401, 10.8736
Si, 8.1299, 2.737, 10.9862
Si, 5.4538, 5.3704, 10.8988
Si, 8.0737, 8.1844, 10.6866
Si, 1.3616, 1.4125, 12.4297
Si, 4.1422, 3.9695, 12.2824
Si, 1.3936, 6.6783, 12.1374
Si, 5.3754, 8.067, 13.5372
Si, 6.7781, 1.2872, 12.2774
Si, 9.4719, 4.1184, 12.3627
Si, 6.7781, 6.8331, 12.1304
Si, 9.4749, 9.4879, 12.0317
Si, 1.0847, 4.419, 14.9383
Si, 3.0163, 0.2815, 13.7563
Si, -2.4812, 7.2989, 15.6477
Si, 2.7686, 5.3356, 13.574
Si, 4.3336, 6.4579, 14.95
Si, 9.6008, 0.9366, 14.9524
Si, -1.5685, 18.4062, 20.1716
Si, 8.5238, 6.0443, 13.4851
Si, -0.1328, 2.7289, 13.7786
Si, 5.3179, 2.4443, 13.7185
Si, 2.9241, 6.4365, 17.7956
Si, 10.701, 7.3674, 15.2477
Si, 6.2053, 4.2555, 16.1705
Si, 7.053, -1.7996, 14.739
Si, 8.1645, 10.7253, 13.4837
Si, 10.3182, 7.5895, 13.0387
Si, 0.1647, -0.3437, 31.5446
Si, -3.6977, 4.7603, 30.1233
Si, -10.3499, 6.544, 28.52
Si, 0.2753, 0.3709, 18.3105
Si, 15.3842, 11.1813, 29.4741
Si, 0.2825, -5.9783, 24.3283
Si, -14.2182, 17.9708, 25.2167
Si, 9.3972, 8.6248, 27.1737
Si, 8.2159, 4.2613, 17.7701
Si, -0.2658, -0.6225, 21.0202
Si, -1.8392, 2.7403, 25.4012
Si, -4.685, 8.8928, 24.4117
Si, 3.9694, 3.9817, 26.1726
Si, 7.5736, 7.7759, 18.5378
Si, 17.3353, 21.1167, 17.4503
Si, -13.963, 11.5979, 21.6337
Si, -6.9435, 15.1968, 18.3484
Si, 4.3196, -9.8921, 22.5728
Si, -9.2127, -11.2973, 23.486
Si, 3.2598, 8.0286, 24.7525
Si, -3.9182, 11.7827, 23.8356
Si, 1.444, 14.0573, 17.8421
Si, -8.4874, 1.7946, 27.6274
Si, -22.9479, 3.6916, 31.4796
Si, 5.4014, -11.7885, 21.6429
Si, 4.7141, 3.8028, 21.289
Si, 1.9112, 17.1537, 26.7027
Si, 7.6809, 3.7489, 20.8914
Si, -6.8385, 9.5591, 12.3228
Si, 15.6395, 8.5288, 19.1421
Si, 3.1608, -5.8013, 23.5305
Si, -10.8824, 16.4176, 18.4871
Si, 1.1417, 9.9249, 15.9084
Si, -1.9712, 5.9203, 22.6811
Si, -13.1597, 23.0216, 17.1092
Si, 11.159, 14.3991, 29.1237
O, -20.7495, 8.3181, -16.1874
O, -1.5893, 0.0756, -10.3525
O, -0.6516, 7.6218, -3.8031
O, 18.1961, -1.9383, -1.5775
O, 5.4927, 3.866, -5.2821
O, 3.1641, 13.5012, -5.4972
O, -2.9399, -8.7379, -11.1038
O, -22.9795, -0.7151, 0.3615
O, 17.1618, 25.5085, -0.9603
O, 10.3913, 5.922, -8.6241
O, 11.7802, 9.1369, -0.6155
O, 12.5346, -6.39, -8.401
O, -7.3817, 11.7843, -3.5917
O, 14.3311, 18.5723, -13.2431
O, -6.3687, 9.083, -11.3256
O, -11.1447, -10.6064, 30.1156
O, -4.6137, 25.7473, 21.6582
O, -5.2029, -5.2777, 15.3995
O, -6.6524, -8.615, 21.5528
O, 7.6413, 20.2142, 18.077
O, -0.7088, 19.7698, 20.3064
O, -10.2899, 4.0829, 18.8825
O, 4.6642, 4.2989, 19.7707
O, 19.6016, 4.6434, 30.6267
O, 6.931, -4.8325, 26.334
O, -4.1017, 17.1871, 30.3097
O, 22.01, 5.777, 15.2905
O, -14.0621, 6.9369, 17.1297
O, 1.299, 11.6786, 27.0305
O, 5.8142, 10.4808, 28.8129
O, -1.757, 23.9288, 31.3051
O, -5.8073, 31.6342, 18.2396
O, -0.5532, -22.8156, 26.6631
O, -3.8335, 0.8515, 17.4411
O, -26.6065, 29.3067, 19.0948
O, -21.0148, 34.4196, 17.6732
O, -3.792, 4.483, 28.5543
O, -6.7279, -9.5067, 14.2321
O, 18.6335, 4.3565, 19.3618
O, 12.5468, 2.8852, 28.587
O, 8.7213, 4.5358, 21.8573
O, 14.3719, 17.7054, 16.3056
O, 3.151, -16.5624, 26.8618
O, -20.498, -4.519, 17.8661
O, 7.9306, 2.0415, 24.4565
O, 14.9256, -6.6482, 24.5846
O, 15.6124, 30.4175, 25.0778
O, 7.8929, 6.1516, 23.9175
O, 24.7042, 3.0384, 18.4143
O, 11.6951, 20.9551, 22.1925
O, 2.5153, 7.6686, 26.142
O, 10.3666, -4.5426, 19.7688
O, 1.5846, 14.7443, 16.383
O, 15.935, -6.9733, 17.2413
O, 5.9332, -1.9434, 22.7968
O, -2.0091, -3.1157, 25.889
O, 0.4871, 0.2734, 19.8959
O, 10.1748, 14.5432, 24.6499
O, 2.4569, -0.4094, 15.1411
O, -5.9766, 12.4345, 30.4169
O, 8.0908, -1.6384, 27.9247
O, -12.1973, 0.2926, 18.0131
O, -11.8462, -19.3126, 28.8305
O, -5.4894, -9.4881, 23.7543
O, 8.7279, -3.7379, 21.639
O, 10.739, -22.0099, 15.2577
O, 12.0337, -0.7303, 17.5129
O, -1.0557, 1.5094, 26.0996
O, -19.3686, -1.7525, 23.974
O, -14.8686, 10.3675, 24.7081
O, 0.3022, -7.223, 30.7464
O, 14.6679, 37.4999, 22.0822
O, 17.0717, -1.0467, 15.9159
O, 17.6215, 10.6054, 20.8712
O, 8.81, 13.657, 17.5799
O, 11.5295, 0.1432, 24.5972
O, 11.6648, 5.6587, 25.6771
O, 12.0015, 22.5305, 32.2634
O, -2.6926, -18.0703, 26.3765
O, 14.1696, -4.2209, 23.8688
O, -1.3228, 5.2115, 17.573
O, -4.7366, 13.9665, 15.0054
O, -8.0654, 11.5824, 23.1491
O, 3.6784, -0.8366, 30.2962
O, 1.2218, -14.8447, 29.9541
O, 26.7887, 7.8846, 31.1402
O, -0.0322, -5.889, 28.5502
O, -2.769, 11.3947, 29.4701

Results
free energy: -134616.488 eV
free energy less fixed offsets of O -570.45, Si -639.56 eV per atom: 5.032 eV

Forces (eV/angstrom), in the order of the atoms: element, x, y, z
Si, 0.0225, -0.0152, -0.0539
Si, -0.1444, -0.1177, 0.4275
Si, -0.0281, 0.0086, -0.0474
Si, 0.0251, -0.012, 0.0469
Si, -0.1332, 0.0468, 0.1891
Si, -0.0303, -0.0234, 0.0596
Si, 0.0799, -0.0035, 0.1211
Si, 0.0155, -0.013, 0.002
Si, 0.0631, 0.029, 0.1682
Si, 0.0949, 0.1092, -0.1621
Si, 0.1573, 0.1082, 0.123
Si, 0.0136, -0.0104, 0.13
Si, -0.0679, -0.082, 0.3847
Si, 0.0145, -0.0414, 0.1324
Si, 0.1009, 0.0651, 0.1303
Si, -0.0077, -0.0086, -0.0078
Si, -0.0392, 0.0011, -0.0688
Si, -0.0513, 0.0117, -0.0195
Si, -0.0501, -0.0628, 0.0532
Si, 0.046, -0.056, -0.0541
Si, 0.012, 0.002, -0.1534
Si, -0.0293, -0.089, 0.0744
Si, 0.0214, 0.0342, -0.0111
Si, -0.0113, -0.0048, -0.0614
Si, 0.0396, -0.0493, 0.0485
Si, 0.0455, 0.0476, -0.022
Si, -0.0575, -0.0293, 0.0801
Si, -0.0556, -0.0021, 0.0132
Si, 0.0339, -0.0278, 0.0642
Si, -0.0201, -0.0235, 0.0297
Si, -0.0685, 0.0127, 0.0263
Si, 0.0088, 0.0619, -0.0049
Si, 0.0188, 0.0114, 0.0292
Si, -0.0176, -0.0342, 0.0257
Si, 0.0019, 0.0387, -0.0264
Si, 0.0389, 0.0236, -0.0003
Si, -0.0238, -0.0389, 0.0157
Si, -0.0558, -0.0111, 0.0025
Si, 0.011, -0.0157, 0.0193
Si, 0.0164, 0.0125, 0.0253
Si, -0.0242, 0.0248, -0.0329
Si, -0.0063, -0.0227, -0.0265
Si, 0.0227, 0.0081, -0.0546
Si, 0.028, -0.0137, -0.0345
Si, 0.0088, -0.0035, -0.0269
Si, -0.0158, -0.0031, -0.0214
Si, -0.0114, 0.0235, -0.0116
Si, -0.0093, -0.019, -0.0421
Si, 0.0271, -0.0036, 0.0186
Si, -0.0004, -0.0301, -0.0236
Si, -0.0276, 0.0158, 0.0126
Si, -0.0392, -0.0185, 0.0321
Si, 0.0211, 0.0171, -0.0141
Si, -0.027, -0.0337, 0.0292
Si, 0.0189, 0.0564, 0.0084
Si, 0.0473, 0.0182, 0.0122
Si, 0.0114, -0.0365, -0.0016
Si, -0.0161, -0.0183, -0.0047
Si, -0.0245, 0.0034, -0.0298
Si, 0.0115, -0.0012, 0.0344
Si, 0.0095, -0.0251, -0.0558
Si, -0.0002, 0.015, 0.0277
Si, 0.0158, -0.0044, 0.01
Si, -0.0338, -0.0092, -0.0231
Si, -0.052, -0.0326, 0.0393
Si, 0.0338, 0.0248, -0.0208
Si, -0.0031, 0.0488, 0.0752
Si, -0.0738, 0.0359, 0.0551
Si, 0.0138, -0.0073, -0.0575
Si, 0.027, 0.0207, 0.0245
Si, 0.0045, -0.0176, 0.0557
Si, 0.0462, 0.0245, 0.0501
Si, 0.0035, -0.0373, -0.0213
Si, -0.0515, 0.0165, -0.0152
Si, -0.1112, -0.0587, 0.0033
Si, -0.0242, -0.0903, 0.047
Si, -0.0036, -0.0054, 0.0135
Si, 0.0228, 0.0861, -0.0122
Si, 0.0455, 0.0543, -0.0162
Si, 0.0155, -0.0517, -0.0136
Si, -0.0598, 0.0195, -0.1722
Si, 0.0207, 0.027, -0.0944
Si, -0.006, 0.0469, -0.082
Si, -0.0229, -0.0434, 0.0315
Si, -0.1021, 0.0326, -0.2244
Si, -0.0381, 0.1032, -0.116
Si, -0.0525, -0.0665, -0.0632
Si, 0.1882, 0.0232, -0.1889
Si, -0.0385, -0.0255, 0.1121
Si, 0.0026, 0.0077, -0.2007
Si, 0.1137, -0.0194, -0.0999
Si, -0.0344, -0.3682, -0.1184
Si, 0.0075, 0.0667, 0.0971
Si, -0.0415, 0.019, -0.1516
Si, 0.0287, -0.0508, -0.0366
Si, -0.0548, 0.1412, -0.2226
Si, 0.0048, 0.0015, 0.1896
Si, 0.0536, 0.0585, 0.0744
Si, 0.0321, 0.0423, 0.0694
Si, -0.0013, -0.0446, -0.0803
Si, -0.0226, -0.0277, 0.0569
Si, 0.0026, -0.0116, -0.0328
Si, -0.0088, 0.0044, -0.0003
Si, -0.0035, 0.0358, -0.0055
Si, -0.0589, -0.0124, -0.1756
Si, 0.085, -0.058, -0.0751
Si, 0.0173, 0.0182, 0.0077
Si, 0.0034, 0.071, 0.0043
Si, 0.0299, -0.0353, -0.0329
Si, 0.0991, 0.0108, 0.0625
Si, 0.0105, 0.1023, -0.043
Si, 0.0316, -0.027, 0.0027
Si, 0.0376, 0.1023, -0.1014
Si, -0.1091, -0.0544, -0.0262
Si, -0.0006, -0.0345, -0.0144
Si, -0.0687, 0.0229, -0.0624
Si, 0.0125, -0.0013, -0.005
Si, -0.013, 0.0742, -0.1126
Si, 0.0144, -0.0315, 0.0172
Si, 0.0834, 0.0165, 0.1215
Si, 0.0191, -0.0441, -0.0051
Si, 0.0011, 0.0204, -0.0671
Si, -0.086, 0.0446, 0.0151
Si, -0.0306, 0.1324, -0.0623
Si, 0.0039, -0.0039, -0.0287
Si, -0.035, -0.0316, -0.0605
Si, -0.0228, -0.0007, 0.0036
Si, 0.0441, 0.0655, -0.0103
Si, -0.0048, 0.036, -0.0236
Si, -0.0136, 0.0708, -0.0969
Si, 0.0373, 0.002, -0.0807
Si, -0.0414, -0.0297, 0.0767
O, -0.0033, 0.0533, -0.0162
O, -0.0634, 0.0545, 0.0649
O, -0.0096, 0.0102, -0.0156
O, 0.0007, 0.1229, -0.0161
O, -0.0093, -0.0209, -0.0134
O, -0.0007, 0.0355, -0.0289
O, -0.0022, -0.0366, 0.0187
O, 0.0218, 0.042, -0.1118
O, -0.0435, -0.0326, -0.0347
O, 0.0311, 0.0054, 0.0263
O, 0.0392, -0.0511, -0.1046
O, -0.0005, -0.0024, -0.0034
O, -0.0274, 0.0021, -0.031
O, -0.0229, 0.0087, 0.0477
O, -0.038, 0.0367, 0.0519
O, 0.0329, 0.0176, -0.0678
O, 0.0086, -0.0064, 0.0091
O, 0.0705, -0.0196, 0.0134
O, -0.0008, -0.0398, 0.0241
O, 0.0013, 0.0548, 0.0101
O, 0.0326, 0.0476, 0.0213
O, 0.0111, -0.0598, 0.0201
O, 0.0478, -0.0139, 0.0767
O, -0.0129, 0.0204, -0.0718
O, 0.0034, -0.0163, -0.0008
O, -0.043, 0.0162, -0.0732
O, 0.2213, -0.0855, 0.0904
O, -0.1847, 0.0143, -0.0144
O, -0.0153, -0.0096, 0.0047
O, 0.0121, -0.0121, -0.0312
O, -0.017, -0.0227, 0.0003
O, -0.022, -0.0256, 0.018
O, -0.0064, -0.0142, 0.0181
O, -0.0321, -0.0254, 0.0505
O, -0.0402, -0.0348, 0.0321
O, -0.0095, -0.0483, 0.0129
O, 0.0023, -0.0116, -0.0754
O, -0.0252, -0.0007, 0.0039
O, -0.0277, 0.0249, -0.008
O, 0.037, 0.0074, -0.0083
O, 0.0234, -0.0426, 0.0227
O, 0.0212, -0.0082, 0.016
O, 0.0187, 0.0356, 0.0373
O, -0.1174, -0.0062, 0.0554
O, -0.0671, -0.0454, -0.0082
O, 0.0161, -0.0124, 0.0067
O, 0.0332, 0.0307, 0.0024
O, 0.0082, -0.0322, -0.0025
O, 0.0121, -0.0468, 0.0238
O, -0.0037, -0.0026, 0.0064
O, 0.0266, 0.0068, 0.0542
O, -0.001, 0.0341, 0.0488
O, 0.0426, -0.0559, 0.1396
O, -0.0235, -0.0142, -0.0059
O, -0.023, 0.041, -0.0852
O, 0.0688, -0.0073, 0.0333
O, -0.011, 0.0107, 0.0521
O, 0.0098, -0.0088, 0.0203
O, -0.0119, -0.0217, 0.0062
O, -0.0081, -0.0202, -0.0698
O, 0.0226, -0.0222, -0.0282
O, -0.0091, -0.0651, 0.0706
O, -0.0047, -0.0018, -0.046
O, 0.0582, -0.0031, 0.0153
O, -0.0106, -0.0048, 0.0961
O, 0.0543, 0.0435, 0.0039
O, 0.0054, -0.0195, 0.0487
O, 0.0036, 0.0147, 0.0428
O, 0.0163, -0.0169, -0.0081
O, 0.0243, 0.0613, 0.0647
O, 0.0569, 0.0147, -0.0797
O, 0.0295, 0.0077, -0.0088
O, -0.0141, -0.034, 0.1509
O, -0.0239, -0.009, -0.0493
O, -0.0371, 0.022, -0.0052
O, -0.0057, 0.0135, 0.0236
O, -0.0136, -0.019, -0.0393
O, -0.0512, -0.0261, -0.0719
O, 0.0151, -0.0181, -0.0137
O, -0.0097, 0.0171, -0.0083
O, 0.0348, -0.0155, 0.0819
O, 0.0882, 0.0456, 0.1123
O, 0.0294, 0.0372, 0.0051
O, 0.0489, -0.0313, -0.068
O, -0.0103, -0.0329, -0.1213
O, -0.1301, 0.0218, -0.0898
O, -0.0122, -0.0098, -0.019
O, -0.0289, 0.0222, 0.0081

The program warned: the cutoff lies below the one the program advises for these potential files; the forces do not sum to zero within the program's tolerance; empty levels may hold ghost states of the PAW files; the exchange-correlation potential is rough where the density is thin.
